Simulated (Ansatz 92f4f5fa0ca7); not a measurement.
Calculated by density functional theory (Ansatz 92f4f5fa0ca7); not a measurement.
Periodic cell of 228 atoms, Si140O88, from a study of silicon, its oxide and their interface. The atomic structure is a simulated model.

Settings
functional: r2SCAN
potential files: Ansatz PAW
basis: plane waves
wave-function cutoff: 800 eV
density cutoff ratio: 5
exchange-correlation grid ratio: 1
k mesh: 1 x 1 x 1, shifted by 0.5 0.5 0 of a step
self-consistency stop: 1e-10 eV per atom in the density residual
occupations: fixed
spin: none
net charge: 0

Cell vectors (angstrom)
a 10.888 0 0
b 0 10.888 0
c 0 0 33.6505

Atoms: element, x, y, z (angstrom)
Si -0.2492 0.3022 0.0182
Si 3.0008 2.4719 0.0284
Si -0.2632 5.5901 -0.0811
Si 2.9125 7.847 -0.0437
Si 5.0767 0.1101 0.0638
Si 8.3863 2.5259 0.1461
Si 5.1358 5.6253 0.1994
Si 8.5198 7.9137 0.0938
Si 1.3649 1.3822 1.348
Si 4.0365 4.0274 1.4733
Si 1.3285 6.7221 1.2803
Si 3.9397 9.4707 1.3821
Si 6.7356 1.3042 1.2916
Si 9.5526 4.0876 1.4088
Si 6.8196 6.8141 1.3346
Si 9.6454 9.4988 1.3683
Si 0.0479 2.7513 2.7457
Si 2.6339 -0.0391 2.7471
Si 0.0808 8.1397 2.7272
Si 2.639 5.3954 2.7459
Si 5.4663 2.6803 2.7477
Si 8.1515 -0.0435 2.6587
Si 5.4452 8.1848 2.693
Si 8.1378 5.4316 2.7284
Si 1.3427 4.0764 4.1619
Si 4.0621 1.3238 4.0688
Si 1.3544 9.4984 4.1464
Si 4.0762 6.7875 4.0363
Si 6.8096 4.0606 4.1028
Si 9.5175 1.3489 4.0274
Si 6.8006 9.5258 4.0751
Si 9.5256 6.8055 4.059
Si -0.0306 -0.0024 5.4404
Si 2.7286 2.6983 5.4588
Si -0.0286 5.4517 5.4652
Si 2.7556 8.1492 5.4519
Si 5.4357 -0.0102 5.4388
Si 8.1871 2.7077 5.4362
Si 5.4312 5.4377 5.429
Si 8.1634 8.1619 5.4307
Si 1.3493 1.3496 6.813
Si 4.0825 4.0794 6.8022
Si 1.3659 6.8051 6.7967
Si 4.0967 9.5195 6.8207
Si 6.8026 1.3611 6.7838
Si 9.5208 4.0769 6.8229
Si 6.8006 6.8012 6.7986
Si 9.5104 9.5278 6.8044
Si 0.0039 2.7262 8.1841
Si 2.7246 -0.0042 8.1741
Si 0.0087 8.1725 8.1471
Si 2.7209 5.4448 8.1573
Si 5.4561 2.729 8.1499
Si 8.1537 0.0097 8.1554
Si 5.4575 8.1689 8.1841
Si 8.1627 5.4476 8.1759
Si 1.3664 4.1065 9.5348
Si 4.0994 1.3776 9.5153
Si 1.3597 9.5167 9.5254
Si 4.0779 6.802 9.5251
Si 6.7996 4.0828 9.5297
Si 9.5046 1.3679 9.5265
Si 6.8183 9.5487 9.5384
Si 9.5471 6.8208 9.5196
Si -0.0253 -0.015 10.8602
Si 2.749 2.7534 10.8714
Si 0.0122 5.4733 10.9071
Si 2.7185 8.158 10.8954
Si 5.4668 0.0396 10.8964
Si 8.1574 2.7377 10.9067
Si 5.4516 5.4562 10.885
Si 8.2011 8.1938 10.8822
Si 1.3438 1.3734 12.1422
Si 4.1025 4.1102 12.2639
Si 1.361 6.8269 12.3075
Si 4.1069 9.5342 12.203
Si 6.8167 1.3904 12.3099
Si 9.5119 4.1253 12.2461
Si 6.8414 6.8256 12.2074
Si 9.536 9.5397 12.2929
Si 0.0003 2.7135 13.513
Si 2.6916 0.016 13.4716
Si -0.0099 8.1858 13.6964
Si 2.7582 5.4672 13.6458
Si 5.4626 2.7891 13.6656
Si 8.1891 0.019 13.6765
Si 5.5159 8.2038 13.551
Si 8.1756 5.5139 13.6319
Si 1.3465 4.0435 14.8839
Si 4.0121 1.3627 14.8397
Si 1.3927 9.607 14.9422
Si 4.1794 6.868 14.9276
Si 6.8189 4.1891 15.0423
Si 9.5716 1.4154 14.9792
Si 6.8282 9.5284 15.0215
Si 9.5029 6.8514 15.101
Si 0.2734 0.2875 16.2998
Si 2.4742 2.4762 16.2075
Si -0.1908 5.1588 16.2341
Si 3.0388 8.4755 16.1659
Si 5.157 -0.1711 16.1527
Si 8.4425 3.0214 16.2771
Si 5.6969 5.8067 16.3864
Si 7.9356 8.0238 16.4947
Si 3.7058 -15.2474 28.9365
Si 2.1538 -2.3716 30.5835
Si 17.5541 1.0126 21.1636
Si 2.4608 22.1332 24.2123
Si -4.2112 -1.6903 31.6543
Si 1.9882 5.7444 23.3857
Si -6.6291 14.8072 18.4386
Si 14.0955 11.161 29.5399
Si -19.7248 1.4391 26.9668
Si -15.7426 -3.0834 27.6804
Si 10.9806 3.9579 22.0774
Si 12.0283 3.7133 31.4345
Si 6.341 6.4204 30.1202
Si -16.4295 24.1684 29.5491
Si 26.2056 4.557 24.0182
Si 2.7206 -6.9775 28.7319
Si -14.1887 -11.7545 29.0133
Si 29.3451 -2.9881 25.1456
Si 6.2964 24.3704 24.8119
Si 10.0759 9.696 21.6867
Si -11.8225 9.2723 18.5199
Si -14.2752 23.6335 27.478
Si -4.1438 -6.8834 31.6682
Si -3.5624 19.9576 22.5642
Si 6.4856 12.616 18.3447
Si 2.248 5.206 20.4891
Si 20.9513 41.9731 26.1364
Si 23.0327 6.9887 18.2633
Si -0.3481 9.621 29.1019
Si 12.1424 -2.12 23.7632
Si -6.3799 1.902 22.6877
Si -22.0249 12.202 23.2623
Si -11.8828 23.2082 26.0338
Si 6.6304 6.3146 22.9394
Si 22.3665 0.937 30.8658
Si 18.7522 3.6741 22.4687
O 5.5556 9.9732 -1.1284
O -15.7461 -8.1392 -2.6918
O -2.0242 8.2143 -7.5839
O 0.3473 4.9164 -1.4545
O -9.0127 6.5313 -13.9897
O -27.9522 0.8871 -4.0964
O 0.4816 12.2714 -6.9923
O 2.3757 14.1481 -1.2574
O 4.3167 3.5077 -10.8926
O 4.0898 3.3436 -4.3159
O 13.4939 9.636 -9.5573
O 17.7691 17.685 -5.0097
O 4.0811 6.7403 -0.3969
O 41.642 9.2105 -4.4341
O 9.5245 6.7481 -0.5091
O 7.7685 13.2486 -16.0507
O 7.0273 0.8869 19.6031
O 10.8904 -1.571 27.5441
O -1.0839 1.9699 24.4931
O -16.1051 4.7044 32.6331
O -7.7286 11.9898 22.9835
O -4.0779 17.7865 16.9354
O 14.9893 -1.2919 16.7224
O 0.5808 -1.7756 22.3009
O 0.1301 13.3392 31.2152
O 18.1087 -1.7123 24.1882
O 13.6259 5.6985 21.9434
O 7.7079 6.6204 24.1423
O 4.9081 5.2023 17.6828
O 13.3241 7.7143 17.4584
O -2.3406 8.7582 17.8444
O 1.3841 1.3935 16.7932
O -3.9853 10.4624 21.8697
O 3.0201 16.2408 28.0767
O -14.5328 16.0944 30.6926
O -8.615 -7.9605 27.5429
O 0.3674 -0.009 32.1769
O 20.722 0.3054 22.29
O -4.4043 -1.6 28.104
O 24.3443 33.0208 28.0548
O 17.9745 5.042 22.0401
O -12.3709 1.3308 33.3564
O -14.2826 3.3817 24.0324
O 0.6844 5.6843 17.5037
O 0.4795 2.4258 22.3704
O -16.9574 5.9092 29.9454
O 16.4958 12.4063 23.8181
O -11.271 21.394 17.6322
O -1.5056 -6.8628 22.0763
O 9.3862 10.7753 25.971
O -6.4377 7.5873 27.9638
O -1.3106 -6.7947 16.7927
O -9.1682 7.2453 23.8085
O 2.2715 -2.5114 32.1948
O 26.9915 -4.9887 23.5952
O 22.6528 11.3794 24.029
O 41.6334 13.2607 26.9964
O 40.1609 13.1874 21.7008
O -5.4207 13.7938 18.7942
O 7.9904 -18.3826 32.4719
O 22.3739 4.9356 23.2613
O -4.395 7.7268 22.1209
O 21.9482 19.8376 24.9413
O -21.954 22.069 29.5845
O -5.692 -7.1473 25.1998
O 7.8384 11.4171 28.3002
O -4.6531 -14.0183 31.0463
O -12.9042 8.7571 22.194
O 0.8695 4.3546 20.7061
O 2.8696 22.8504 25.6067
O 6.7105 -9.1732 26.0805
O -9.2108 4.1187 29.9637
O 15.9782 34.0551 21.2815
O -10.2551 -2.0751 30.1044
O -15.2744 13.5787 28.4402
O 20.8383 9.7457 20.067
O 3.2117 3.1737 17.4679
O 13.8357 5.006 24.4608
O 7.0326 10.2506 30.5011
O -13.7923 -2.0189 32.5381
O -8.7086 -9.8281 30.5243
O 24.3313 7.1549 29.8535
O -16.043 11.5581 17.4055
O 14.3189 4.389 19.7443
O 3.2111 9.6376 30.064
O 4.0587 12.1874 33.1683
O 6.3343 7.5685 26.1305
O -10.8388 8.0133 18.4431

Results
free energy: -139742.006 eV
free energy less fixed offsets of O -570.45, Si -639.56 eV per atom: -4.006 eV

Forces (eV/angstrom), in the order of the atoms: element, x, y, z
Si -0.0072 0.0305 0.1805
Si -0.0062 -0.0217 0.1686
Si 0.0063 0.0258 0.1835
Si 0.0177 -0.0467 0.1772
Si -0.0141 0.0153 0.1207
Si 0.0099 -0.0197 0.1508
Si -0.0257 0.0494 0.1387
Si 0.0196 -0.0269 0.1363
Si -0.0097 -0.0146 0.001
Si 0.0345 0.0076 0.0286
Si -0.009 0.0056 -0.0068
Si 0.0396 0.0268 0.0212
Si 0.014 0.0128 0.0097
Si -0.0384 -0.0234 0.0243
Si 0.0054 -0.0034 0.0095
Si -0.0164 -0.0202 0.0217
Si -0.0097 -0.0041 0.0538
Si 0.0216 0.0097 0.0351
Si -0.0244 -0.0089 0.0408
Si 0.0248 0.0044 0.0515
Si -0.019 0.02 0.0277
Si 0.0216 0.003 0.0312
Si -0.0334 0.0098 0.0229
Si 0.0118 -0.0156 0.0346
Si -0.0179 -0.0012 0.0013
Si -0.0294 0.0059 -0.0214
Si 0.0026 0.0063 -0.0009
Si 0.0032 -0.003 -0.0234
Si 0.0087 -0.0075 -0.0096
Si 0.0218 -0.0012 -0.0233
Si -0.0106 -0.0078 -0.0217
Si 0.0083 -0.0033 -0.0254
Si -0.0021 -0.0146 0.0237
Si 0.0034 0.004 0.0179
Si 0.0132 -0.0026 0.012
Si -0.0048 0.0084 0.0088
Si 0.0192 0.0128 0.0076
Si -0.0031 0.0062 0.0094
Si -0.0004 -0.0073 0.0161
Si -0.0059 0.0033 0.0189
Si -0.0004 0.0016 0.0062
Si -0.0018 -0.0163 0.002
Si -0.0019 -0.0006 0.0076
Si 0.005 -0.0193 0.0081
Si -0.0073 -0.003 0.0101
Si -0.0047 0.0095 0.0159
Si -0.0033 -0.0017 0.0118
Si -0.0049 0.0222 0.0009
Si -0.0002 -0.0008 0.002
Si 0.0029 0.0043 -0.0024
Si 0.0156 -0.0097 0.0048
Si 0.0018 0.0061 0.0042
Si 0.0004 0.0088 0.0056
Si -0.0031 0.0034 0.0079
Si -0.0114 0.0169 -0.0004
Si 0.0099 -0.0149 0.0051
Si 0.0036 -0.0072 -0.0156
Si -0.002 0.004 -0.0111
Si -0.0066 0.0052 -0.0233
Si 0.003 -0.0025 -0.0098
Si -0.0074 0.0063 -0.0126
Si 0.0045 -0.0001 -0.0126
Si 0.004 0.0002 -0.013
Si -0.0045 0.0088 -0.0105
Si 0.0132 0.0124 -0.0149
Si -0.0052 -0.0102 -0.0193
Si 0.0036 -0.0021 -0.0198
Si 0.0095 0.006 -0.0164
Si -0.0077 -0.0021 -0.0163
Si 0.0046 0.0078 -0.0151
Si 0.0083 0.0073 -0.0177
Si -0.0008 0.0024 -0.0157
Si -0.0085 -0.008 0.0134
Si -0.0032 0.0041 0.0338
Si 0.0072 0.0076 0.0135
Si -0.0008 0.0067 0.0137
Si -0.0018 0.0069 0.0124
Si 0.0076 -0.0082 0.0218
Si 0.0023 0.0143 0.0301
Si 0.0042 0.0035 0.0258
Si 0.0005 0.017 -0.0587
Si 0.0175 0.0004 -0.0417
Si 0.0218 0.0063 -0.0201
Si -0.0082 0.0068 -0.0155
Si -0.0028 -0.0276 -0.0249
Si -0.0065 0.0197 -0.0031
Si -0.0213 0.0049 -0.0579
Si 0.0008 -0.0094 -0.0344
Si -0.0258 0.0223 -0.0127
Si 0.0222 -0.0195 -0.0205
Si 0.0134 -0.0147 -0.012
Si -0.0099 0.0166 -0.0183
Si 0.0228 -0.0132 -0.0093
Si 0.002 0.0155 -0.0129
Si -0.0254 0.0059 -0.02
Si 0.0151 -0.0158 -0.0068
Si 0.0031 -0.0066 -0.1601
Si -0.0028 -0.0079 -0.162
Si -0.0375 0.0149 -0.1813
Si -0.0112 0.0321 -0.177
Si 0.0002 -0.0139 -0.1756
Si -0.0025 0.028 -0.192
Si 0.0331 -0.0027 -0.1847
Si 0.002 -0.0292 -0.2084
Si 0.0273 -0.0179 0.1258
Si 0.0228 -0.0184 0.1855
Si 0.0253 0.0279 -0.1694
Si 0.0113 -0.0126 0.0144
Si -0.0164 -0.0307 0.2045
Si 0.0077 -0.0295 -0.0986
Si 0.0053 -0.0026 -0.1971
Si -0.0243 -0.0034 0.181
Si 0.0401 0.0027 0.1435
Si -0.0322 -0.0189 0.1411
Si 0.0224 0.0159 -0.102
Si -0.0047 0.012 0.2175
Si -0.0373 -0.018 0.1164
Si -0.0477 0.0133 0.133
Si -0.0019 -0.0029 -0.0002
Si 0.014 0.0065 0.1473
Si -0.0312 -0.0286 0.1263
Si -0.0221 0.0176 0.0355
Si 0.0164 0.0058 0.0057
Si -0.0141 -0.0239 -0.1691
Si -0.0021 -0.0076 -0.2521
Si -0.0684 -0.0056 0.1566
Si 0.0244 0.0144 0.1513
Si 0.0462 0.0154 -0.0343
Si -0.0251 0.0498 -0.2402
Si 0.0302 0.0287 -0.1954
Si 0.0246 0.0026 0.0722
Si -0.0149 0.0185 -0.1902
Si 0.0591 0.031 0.176
Si -0.0393 -0.0016 -0.0515
Si 0.0173 0.0003 -0.0439
Si 0.0004 0.0029 -0.0963
Si 0.03 0.0107 0.0492
Si 0.028 -0.0058 -0.0294
Si 0.0005 -0.0136 0.1658
Si -0.0062 -0.0286 -0.031
O 0.0345 -0.0372 -0.0901
O -0.0059 -0.0508 -0.0633
O 0.0088 -0.01 -0.0039
O 0.052 -0.0517 -0.1346
O 0.0092 -0.0119 0.1176
O 0.0367 -0.0054 -0.051
O -0.0266 -0.0081 -0.0293
O -0.0223 0.0493 -0.1145
O 0.0083 0.0225 0.0196
O -0.0117 0.0279 -0.0547
O 0.0128 -0.0145 0.0037
O 0.03 0.016 -0.0825
O 0.0158 0.0036 -0.0674
O -0.0032 -0.0326 -0.0497
O -0.0146 -0.016 -0.0448
O -0.0373 -0.0511 0.1372
O 0.0141 -0.0542 0.1682
O 0.0166 -0.0186 -0.0819
O -0.035 0.0243 -0.0043
O 0.0157 -0.0377 -0.1062
O -0.023 -0.0108 -0.0095
O -0.0087 0.0041 0.0744
O -0.0027 -0.0033 0.066
O 0.0581 -0.004 0.0582
O -0.0226 -0.0364 -0.0619
O -0.0113 0.0133 -0.0045
O 0.0112 0.021 0.1006
O 0.0006 -0.025 0.006
O -0.0569 -0.0398 0.1333
O -0.0101 -0.0529 0.1166
O 0.03 0.0463 0.1393
O -0.0033 0.0019 0.0627
O -0.0133 -0.0276 0.0448
O -0.0095 -0.0101 -0.0389
O -0.0018 0.0312 -0.0561
O -0.0369 -0.0252 -0.0751
O 0.0415 -0.0008 -0.1694
O -0.0022 0.0257 0.043
O 0.005 0.0136 -0.0488
O -0.0368 0.0015 -0.1064
O -0.0186 0.0189 -0.0188
O 0.0042 -0.005 -0.0794
O 0.019 0.0046 0.0248
O 0.0647 0.0273 0.1176
O 0.0014 -0.0294 0.0381
O -0.0385 -0.0035 -0.043
O 0.0139 -0.0202 0.0224
O -0.0444 -0.0234 0.1351
O -0.0397 0.0073 0.0336
O -0.0313 -0.0143 -0.0217
O 0.0049 0.0369 -0.0815
O -0.0041 -0.0017 0.0589
O -0.0001 0.0414 0.0424
O -0.0427 0.0225 -0.13
O -0.0121 0.0032 -0.0008
O -0.0027 -0.0194 0.0029
O 0.0189 0.0061 -0.0271
O 0.0003 0.0273 0.0473
O 0.0143 -0.0044 0.1033
O -0.0136 0.0288 -0.103
O -0.0109 0.0024 0.0424
O -0.0149 -0.0135 0.0005
O 0.0006 -0.0138 0.0011
O -0.0534 -0.0137 -0.1031
O -0.0035 -0.005 -0.0091
O 0.0225 0.0484 -0.0616
O 0.0065 -0.019 -0.0413
O -0.003 -0.0265 0.0324
O -0.053 -0.0424 0.0774
O 0.0136 -0.0044 -0.0328
O -0.0152 -0.0189 -0.0546
O 0.0357 0.028 -0.1401
O -0.0485 0.0004 0.0307
O -0.0643 0.0137 -0.0691
O 0.0448 0.013 -0.0966
O 0.0006 0.0369 0.179
O 0.0292 0.0484 0.1265
O -0.003 -0.0127 0.0351
O -0.0023 0.0482 -0.1106
O -0.0323 0.0499 -0.1237
O 0.0461 0.0115 -0.0548
O 0.0121 -0.0389 -0.061
O 0.0332 0.0392 0.119
O -0.0316 0.0044 0.133
O 0.031 0.0152 -0.0822
O -0.0004 0.0103 -0.0659
O 0.0133 -0.0092 -0.0559
O -0.0014 -0.005 0.0711

The program warned: the cutoff lies below the one the program advises for these potential files; the forces do not sum to zero within the program's tolerance; empty levels may hold ghost states of the PAW files; the exchange-correlation potential is rough where the density is thin.
